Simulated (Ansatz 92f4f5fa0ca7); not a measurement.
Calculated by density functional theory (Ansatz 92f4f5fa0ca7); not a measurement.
Periodic cell of 252 atoms, Si144O100N8, from a study of silicon, its oxide and their interface. The atomic structure is a simulated model.
This geometry differs little from another in the collection (a relaxation step or a small displacement).

Settings: functional r2SCAN; potential files Ansatz PAW; basis plane waves; wave-function cutoff 800 eV; density cutoff ratio 5; exchange-correlation grid ratio 1; k mesh 1 x 1 x 1, shifted by 0.5 0.5 0 of a step; self-consistency stop 1e-10 eV per atom in the density residual; occupations fixed; spin none; net charge 0.

Cell vectors (angstrom)
a	10.888	0	0
b	0	10.888	0
c	0	0	35.7261

Atoms and the computed forces on them: element, x, y, z (angstrom), force x, y, z (eV/angstrom)
Si	0.2386	-0.3724	0.0444	-0.0049	0.0087	-0.054
Si	2.1281	3.2396	0.1934	0.0121	-0.0063	-0.0389
Si	0.355	4.962	0.3326	-0.0127	0.0101	-0.0356
Si	2.4872	8.303	-0.1039	0.0102	-0.0065	-0.0558
Si	5.6433	-0.2513	0.1405	0.0034	-0.0023	-0.0536
Si	8.0501	2.8658	0.1563	0.0026	-0.0028	-0.0534
Si	5.499	4.7277	-0.2525	-0.0097	-0.0015	-0.0737
Si	7.8951	8.3317	0.0327	-0.0118	0.002	-0.06
Si	1.3015	1.325	1.2976	-0.0015	0.0017	-0.0017
Si	4.0128	3.9469	1.3798	-0.0008	0.0048	0.0019
Si	1.4282	6.7531	1.3697	0	0.004	0.0033
Si	4.0055	9.4711	1.3198	-0.0024	-0.0029	0.0014
Si	6.8289	1.3102	1.4219	-0.001	0.003	0.0047
Si	9.5357	3.9896	1.5569	-0.0024	0.0015	0.0056
Si	6.8149	6.8465	1.4273	-0.0101	-0.0084	-0.0166
Si	9.5725	9.3874	1.3431	-0.0012	0.0048	0.0045
Si	-0.0011	2.5911	2.8248	0.0002	-0.0043	-0.0018
Si	2.6937	-0.0079	2.6843	-0.0005	0.0027	0.0046
Si	-0.0035	8.0531	2.7417	-0.0003	-0.0014	-0.0024
Si	2.8293	5.4679	2.7461	0.0007	-0.0017	-0.003
Si	5.4081	2.6298	2.756	-0.0008	-0.0003	-0.0012
Si	8.2269	-0.0742	2.7209	0.0024	0.0018	-0.0015
Si	5.4103	8.1788	2.7594	-0.006	-0.0011	0.002
Si	8.1243	5.409	2.7692	-0.004	-0.0006	0.0017
Si	1.4047	4.063	4.0563	-0.0021	0.0014	-0.006
Si	4.054	1.3024	4.1103	-0.0019	-0.0003	0.0035
Si	1.3302	9.5084	4.0526	0.0003	0.0001	-0.0018
Si	4.1022	6.8219	4.1495	0.0006	0.0027	-0.0015
Si	6.7565	4.038	4.0977	0.0003	0.0016	0.0047
Si	9.5198	1.2718	4.1594	0.0007	-0.0015	-0.0021
Si	6.8128	9.5144	4.0874	0.0015	0.0005	-0.0007
Si	9.5035	6.7524	4.1236	-0.0017	0.0004	0.0022
Si	0.013	-0.0498	5.4926	0.0009	-0.0024	-0.0042
Si	2.7379	2.7277	5.4576	0.0001	-0.0009	0.0019
Si	0.0127	5.3945	5.4403	0.0014	0.0008	0.0034
Si	2.6945	8.1831	5.4457	0.0017	0.0027	0.0004
Si	5.4519	-0.0169	5.4513	-0.0007	-0.0007	0.0012
Si	8.1512	2.6873	5.4467	0.0007	0.0014	0.0001
Si	5.447	5.4359	5.4709	0.0006	0.0007	-0.0014
Si	8.1518	8.1379	5.4611	-0.0001	0.0029	0.0015
Si	1.3623	1.3798	6.8058	0.0008	0.0017	-0.003
Si	4.0912	4.1005	6.8328	-0.0015	-0.0026	-0.0026
Si	1.3398	6.8087	6.7924	-0.001	-0.002	-0.0002
Si	4.0746	9.5336	6.7994	0.0004	-0.0004	-0.0004
Si	6.7946	1.3525	6.8156	-0.0032	0.0012	-0.0012
Si	9.5282	4.0473	6.8006	-0.002	0.0012	-0.0018
Si	6.7953	6.7849	6.835	-0.003	-0.0004	-0.0009
Si	9.5112	9.4903	6.8247	-0.0016	-0.001	-0.0003
Si	-0.0047	2.7163	8.1872	0.0007	-0.0009	0.0002
Si	2.7507	0.0537	8.1439	-0.0014	0.0001	0.001
Si	-0.026	8.1365	8.1798	-0.0006	0.0027	0.0001
Si	2.7284	5.4997	8.1606	-0.0021	0.0038	-0.0006
Si	5.4827	2.7525	8.1714	-0.0007	-0.0015	0.0006
Si	8.1519	-0.0205	8.1636	0.0018	0.0007	-0.0007
Si	5.4269	8.1822	8.1657	-0.0011	-0.0003	0
Si	8.1697	5.4116	8.161	-0.0009	0.0015	0.0015
Si	1.3551	4.1549	9.4916	0.0007	-0.0031	-0.0017
Si	4.1219	1.4195	9.5107	0.0003	0.0048	-0.0042
Si	1.3516	9.5785	9.4357	-0.0029	-0.0027	-0.001
Si	4.0685	6.8746	9.5562	0.0004	-0.006	0.0021
Si	6.8615	4.058	9.5762	-0.0027	-0.0026	-0.0023
Si	9.5093	1.3247	9.5248	0.001	0.0017	-0.0013
Si	6.7817	9.5317	9.537	-0.0014	-0.0003	-0.0029
Si	9.47	6.7816	9.5375	0.0012	0.0005	0.0026
Si	-0.0121	-0.0403	10.853	0.0042	0.0005	-0.0044
Si	2.7591	2.8281	10.8083	-0.0016	-0.0002	0.0044
Si	-0.0312	5.4634	10.8849	0.0002	-0.0011	-0.0007
Si	2.6878	8.3301	10.8555	-0.0027	-0.0006	-0.0043
Si	5.4826	0.0705	10.8849	0.0036	-0.0031	0.0005
Si	8.2144	2.6497	10.9664	0.0031	0.0025	-0.0028
Si	5.492	5.4955	10.8469	0.0039	0.0012	-0.0019
Si	8.1016	8.143	10.9097	0.0016	-0.002	0.0019
Si	2.6946	0.359	13.5583	-0.0052	0.0015	0.0004
Si	4.1154	4.2067	12.1852	-0.0021	0.0022	-0.0114
Si	1.1976	7.0434	12.125	-0.0044	-0.0068	0.0006
Si	4.0299	9.7484	12.2284	-0.0037	0.0075	0.0036
Si	6.857	1.2892	12.3844	-0.0028	0.0098	-0.0062
Si	9.6531	3.9711	12.2887	0.0054	-0.0058	0.002
Si	6.7718	6.7993	12.3372	-0.005	-0.005	0.0048
Si	9.511	9.4601	12.2329	0.0062	-0.0021	-0.0053
Si	0.3123	2.7053	13.6571	0.0003	0.0018	-0.0016
Si	1.3688	1.4316	12.047	-0.0035	0.006	-0.0026
Si	-0.1263	8.191	13.7823	0.002	0.0115	-0.0027
Si	2.6608	5.7495	13.2869	-0.0006	-0.0015	0.005
Si	5.4948	2.8199	13.5528	0.0108	-0.0006	-0.0028
Si	8.2318	-0.2114	13.7292	0.0117	0.0059	0.0442
Si	5.2565	8.2804	13.5564	0.0089	0.0085	0.0019
Si	8.2926	5.3262	13.5775	-0.0023	0.0005	-0.0036
Si	1.6122	4.3554	14.7234	-0.0077	0.0101	0.0156
Si	3.7966	2.105	14.9412	-0.001	-0.0024	0.044
Si	1.3122	9.8243	14.8282	-0.0086	0.0134	0.0372
Si	3.4128	7.4128	14.7456	0.0046	-0.0164	0.039
Si	6.8832	4.0442	14.964	0.0173	-0.0045	0.0399
Si	10.4813	1.3523	15.493	0.0002	0.0055	0.0533
Si	6.9576	8.9995	14.9225	-0.027	0.0153	0.044
Si	9.8485	6.2279	15.1019	-0.0349	-0.0274	0.0482
Si	5.7891	1.353	21.7177	-0.0049	0.0047	0.0633
Si	1.0886	14.2883	25.8177	-0.0046	0.0002	-0.002
Si	9.4788	-3.931	31.0819	0.0061	-0.0014	-0.0867
Si	19.284	-8.4884	17.2994	-0.0082	0.0036	0.0905
Si	10.8623	4.0373	17.1208	0.0025	-0.0044	0.0825
Si	-4.8112	3.4504	24.1148	-0.0031	-0.002	0.0263
Si	12.6872	-0.7181	28.1436	-0.0039	0.0124	-0.0499
Si	-4.7779	-20.1411	26.6104	0.0015	-0.0045	-0.017
Si	12.0758	-10.9317	17.8107	-0.0074	-0.0105	0.0997
Si	1.865	3.0814	30.1951	0.0009	0.0092	-0.0845
Si	6.9561	-4.1081	16.1379	-0.0032	-0.0145	0.0594
Si	20.2377	6.2895	18.0335	0.0181	0.0154	0.0965
Si	27.322	-14.4462	21.5649	0.0117	-0.0184	0.083
Si	24.5186	7.0678	32.7404	-0.0159	-0.0048	-0.0993
Si	17.9267	-13.8892	18.8883	0.0127	0.0174	0.1119
Si	35.8026	-7.0102	23.7979	-0.0034	0.0115	0.0416
Si	-2.698	2.7602	20.2893	-0.0072	-0.0039	0.0942
Si	-23.777	-5.3872	28.3416	-0.0015	-0.0129	-0.0552
Si	17.868	-11.213	17.664	0.0153	0.0019	0.0875
Si	12.0143	7.6816	26.8426	-0.0042	0.0018	-0.017
Si	11.2991	19.1317	19.2292	-0.0123	0.0062	0.0849
Si	16.8736	2.3772	30.9722	0.0066	0.0008	-0.0904
Si	-4.5645	-0.0674	33.0732	-0.0017	0.0123	-0.0944
Si	-6.4736	-3.0994	17.4048	-0.013	0.0044	0.0865
Si	4.1799	-10.8681	17.3523	-0.0148	-0.0085	0.0844
Si	7.8661	-11.4447	25.7182	0.0017	0.0011	0.0099
Si	11.9601	16.7248	24.3487	0.0016	-0.0016	0.0244
Si	18.9525	-8.2981	28.8212	0.0069	-0.0002	-0.0609
Si	-12.5997	-9.883	33.6952	0.0006	-0.0034	-0.0988
Si	4.2801	-16.7533	16.263	-0.0048	0.0013	0.0732
Si	13.8459	17.9228	20.0978	-0.004	-0.0012	0.0806
Si	10.9892	5.2972	33.1213	0.0014	0.0062	-0.1028
Si	7.4947	5.1891	22.2428	0.0032	0.0085	0.0564
Si	-18.7932	13.1816	21.0452	0.009	-0.0006	0.0837
Si	13.6556	15.1566	18.7181	0.004	-0.0135	0.1073
Si	0.0695	-9.6986	20.4657	-0.0012	-0.0014	0.0845
Si	7.1866	-3.0226	32.7654	-0.0036	-0.0056	-0.0863
Si	14.8101	-9.3245	28.6094	-0.0066	-0.0125	-0.0491
Si	9.6686	18.0304	23.2751	0.0062	-0.0104	0.0383
Si	16.1439	-5.6047	32.4503	0.0088	-0.0018	-0.0907
Si	12.7515	13.7817	32.9753	-0.0108	-0.0113	-0.1056
Si	10.222	1.1377	27.1727	-0.0005	-0.0019	-0.0267
Si	11.9797	-1.9972	30.911	-0.0103	0.004	-0.0841
Si	-12.1075	20.3917	21.4562	-0.0212	-0.0027	0.0736
Si	-9.836	15.9798	28.207	0.0004	0.0071	-0.048
Si	-1.9096	-3.2496	26.3507	0.0004	0.0077	-0.0015
Si	6.981	-1.2246	22.7497	0.0026	0.0047	0.0464
Si	22.1565	0.9469	31.7308	0.0139	-0.0083	-0.0744
O	1.445	-4.7542	32.8774	0.0044	-0.0003	0.0322
O	12.3807	-9.234	21.0895	-0.0133	-0.0027	-0.0272
O	2.7957	2.6411	28.9738	-0.0111	0.0066	0.0328
O	7.4956	35.108	30.3375	-0.0186	-0.0008	0.0452
O	-7.7454	21.9202	28.4362	0.0004	0.0024	0.0142
O	-5.5899	0.1872	34.3182	-0.0084	-0.0063	0.0698
O	-0.3527	27.2586	34.654	0.0038	-0.0076	0.0763
O	9.811	16.6579	32.1374	0.0138	-0.0188	0.0504
O	3.1015	7.6537	34.2309	-0.0026	0.0183	0.0739
O	19.4374	6.4055	22.3786	-0.0067	-0.0088	-0.0181
O	16.4933	-6.9787	31.5525	-0.006	0.027	0.0375
O	9.7249	2.2488	20.5081	-0.0027	-0.0004	-0.0295
O	10.3005	11.0467	34.477	0.0215	-0.0168	0.0587
O	12.3555	1.3299	32.8803	-0.0005	0.0079	0.0372
O	22.2622	0.1781	27.7954	0.0076	-0.0056	0.0153
O	4.9737	4.7625	33.952	0.0027	-0.0077	0.0841
O	21.2528	-5.8357	27.9019	-0.0009	0.0013	0.0151
O	-4.7662	-2.6188	22.7734	-0.0042	-0.0069	-0.0282
N	-2.1933	6.4871	16.4556	-0.0069	0.003	-0.0761
O	4.9889	1.7869	29.8152	0.0165	0.0099	0.0454
O	10.9813	13.0944	26.2156	-0.0003	0	0.0043
O	11.1945	-10.1098	18.9064	0.0186	-0.0141	-0.0684
O	16.4245	0.1924	18.2481	0.0004	-0.0054	-0.0476
O	-14.1672	-12.3955	18.5783	-0.0151	0.008	-0.0455
O	-2.8033	0.829	17.5446	0.0003	0.001	-0.0331
O	13.2412	8.5928	15.194	-0.0057	-0.0016	-0.0268
O	-4.8043	27.5922	21.7511	-0.0072	0.0115	-0.0254
N	-0.8273	13.4014	16.764	0.0103	-0.0096	-0.0386
N	3.7351	6.675	16.2684	-0.0037	0.003	-0.0549
O	17.3361	-21.6291	26.0692	-0.002	0.0033	0.0009
O	12.8521	-12.7122	26.9566	-0.0009	0.0051	0.0132
N	0.2299	5.0598	15.7093	0.0108	0.0128	-0.0424
N	-4.7854	7.3999	17.5384	0.0027	-0.0068	-0.0811
N	14.0969	-7.1148	15.4307	-0.0044	-0.0055	-0.031
O	29.7264	-3.1065	34.2106	0.0137	0.0095	0.0754
O	35.1395	5.3444	23.7566	0.0044	-0.0019	-0.0102
O	-6.9592	-3.6584	21.3912	-0.0128	0.0003	-0.0412
N	22.4743	0.0963	16.1281	0.0033	-0.0082	-0.075
O	1.3634	7.0373	25.3859	0.0011	-0.0019	0.0015
O	1.4285	-6.9842	17.8558	-0.024	0.0016	-0.0524
O	15.0548	9.3312	16.9161	0.0102	-0.0058	-0.0241
O	6.2605	9.2308	32.6145	-0.0014	0.0059	0.0286
O	4.0862	4.5486	17.8109	0.0191	0.0099	-0.0602
O	3.7234	-3.207	18.8435	0.024	0.012	-0.0742
O	10.048	8.6134	22.7427	-0.0011	0.014	-0.0299
O	19.1717	17.3258	27.176	-0.001	-0.0059	0.0155
O	-12.9673	-8.5461	34.5262	-0.0178	0.0263	0.0585
O	17.5523	10.0209	16.1803	0.0265	-0.0401	-0.0768
O	21.377	-10.8943	21.4513	0.0114	0.0108	-0.0308
O	-8.2205	-7.609	31.607	-0.0007	0.0007	0.0605
O	-4.9884	-8.4613	22.901	0.0006	-0.0166	-0.0318
O	-4.972	-0.0903	22.3986	-0.0039	0.0049	-0.0227
O	1.0416	-12.4872	18.192	0.0096	0.0221	-0.0473
O	8.0069	-1.9715	26.4774	0.0016	-0.0005	-0.0037
N	16.8641	-5.6067	15.7838	0.006	0.0048	-0.0318
O	27.9255	-2.9287	20.2109	0.0213	0.0074	-0.0765
O	12.4359	-3.088	20.2956	-0.0035	0.0008	-0.0336
O	9.8395	-17.0239	18.1608	0.0105	-0.0084	-0.0437
O	24.9011	3.0128	19.6272	-0.0058	0.0291	-0.0611
O	10.7372	-3.8089	18.2741	-0.0171	-0.0187	-0.0364
O	6.4979	2.7078	25.4761	-0.0015	0.0029	-0.0054
O	7.9764	-7.8134	18.7155	0.006	-0.0011	-0.0773
O	18.9584	-1.2025	21.5498	0.0046	0.0006	-0.0298
O	2.2907	2.9266	24.8264	0.0062	0.0018	-0.0081
O	14.8031	17.0413	32.0693	-0.0024	0.0046	0.0317
O	27.5757	6.2313	35.9941	0.0093	0.0098	0.0384
O	18.8977	4.1017	21.1729	0.0074	-0.0207	-0.0461
O	-2.6691	-4.1107	19.0835	0.0017	-0.0052	-0.0425
O	-1.7258	-10.3059	14.8621	-0.0173	-0.0225	-0.0333
O	7.4972	3.0258	16.1028	-0.021	0.0164	-0.0518
O	12.6328	-6.7672	27.1146	-0.001	0.0019	0.0181
O	16.8663	-9.7333	32.0537	0.0053	-0.0324	0.0576
O	-8.326	-5.3768	19.7344	0.0007	-0.0114	-0.0387
O	-23.1696	23.6797	28.4282	-0.008	0.006	0.0195
O	-6.599	1.1307	16.172	-0.0145	0.0247	-0.0432
O	-6.2912	1.8091	27.1522	-0.0058	-0.0001	0.0168
O	1.359	9.4392	35.2124	-0.0009	0.0021	0.0292
O	17.9219	-9.2082	20.7149	0.0159	0.0072	-0.0414
O	0.4695	-7.1541	32.9186	-0.0051	0.0063	0.0415
O	7.7854	9.9984	24.1253	-0.0073	-0.003	-0.0292
O	-0.0609	-3.1097	30.7905	-0.0001	0.0018	0.0299
O	22.5421	1.8935	30.4517	-0.0074	-0.0121	0.0444
O	24.8786	3.2782	22.3133	-0.0051	-0.0145	-0.0441
O	8.3598	-13.8122	31.6545	-0.0227	0.0066	0.0442
O	13.6455	-10.5529	18.0675	0.0218	-0.0048	-0.0459
O	13.2192	-2.5748	31.7806	0.0164	-0.0192	0.0476
O	9.1311	0.3645	26.22	-0.0005	0.0017	0.0021
O	21.9213	-15.4668	23.1372	-0.0043	0.0073	-0.0151
O	9.7771	1.3271	32.2289	-0.0171	0.0015	0.0532
O	15.1788	12.2221	21.0973	-0.0104	0.0027	-0.0267
O	10.0412	8.7765	20.0726	0.0171	-0.0155	-0.051
O	18.1176	15.395	23.6967	0.0043	0.0021	-0.0225
O	-0.4637	7.9954	27.0014	0.0015	-0.0021	0.005
O	8.0182	15.0513	28.4771	-0.001	-0.0002	0.018
O	0.2918	15.4714	25.038	0.0018	0.0031	-0.0045
O	-3.9749	-6.9556	35.4111	0.0081	-0.0069	0.0322
O	26.4095	4.1219	24.343	0.0006	-0.0019	-0.012
O	7.0327	-9.0593	27.8847	0.0062	0.0052	0.0224
O	19.8033	-15.4739	29.7306	0.0064	0.0189	0.0543
O	-3.0282	10.9979	33.5369	0.0114	0.0028	0.0341
O	-1.7192	7.2161	24.8056	0.0014	-0.0018	-0.0156
O	17.304	-4.4427	32.4665	0.0013	0.0054	0.0274
O	11.3542	-0.6354	31.5091	-0.0092	0.0184	0.0404
O	2.6531	14.0188	34.343	0.0029	0.0088	0.0797
O	12.4765	-1.6277	29.4433	-0.0118	-0.0141	0.0512
O	12.4624	6.6123	27.9971	0	-0.0065	0.0179
O	6.7706	20.3803	35.6592	0.0005	-0.0057	0.0251
O	12.1591	-6.3715	29.712	0.0061	-0.0166	0.0414

Results
free energy: -152236.188 eV
free energy less fixed offsets of N -386.36, O -570.45, Si -639.56 eV per atom: -3.668 eV

The program warned: the cutoff lies below the one the program advises for these potential files; the forces do not sum to zero within the program's tolerance; empty levels may hold ghost states of the PAW files; the exchange-correlation potential is rough where the density is thin.
